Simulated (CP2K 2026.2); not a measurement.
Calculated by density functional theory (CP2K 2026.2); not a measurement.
Periodic cell of 576 atoms, Si324O252, from a study of silicon, its oxide and their interface. The atomic structure is a simulated model.
Doubt: the forces sum to 3.93 eV/angstrom along one axis rather than to zero, so they err by at least 0.0068 eV/angstrom per atom on average; the grid cutoff is modest.

Settings: functional PBE; method Gaussian and plane waves; basis set DZVP-MOLOPT-SR-GTH; pseudopotentials GTH-PBE; grid cutoff 350 Ry, relative cutoff 50 Ry; k points Gamma only; occupations fixed; spin none; net charge 0.

Cell vectors (angstrom)
a	16.3356	0	0
b	0	16.3356	0
c	3.4411	-2.0098	36.5024

Atoms: element, x, y, z (angstrom)
Si	1.639	14.736	0.027
Si	4.338	1.062	0.038
Si	0.974	4.476	0.083
Si	4.265	6.593	0.242
Si	1.058	9.793	0.058
Si	3.915	12.607	0.038
Si	6.601	15.219	0.053
Si	9.726	1.055	0.144
Si	6.408	4.323	0.007
Si	9.239	6.987	0.011
Si	10.587	7.3	36.501
Si	9.819	12.053	0.039
Si	12.04	15.274	0.144
Si	18.227	-0.363	36.485
Si	12.604	3.89	0.049
Si	15.211	6.806	0.185
Si	11.87	9.696	0.104
Si	15.19	12.008	0.045
Si	2.749	-0.029	1.371
Si	5.398	2.696	1.36
Si	2.664	5.429	1.447
Si	5.521	8.209	1.358
Si	2.732	10.951	1.267
Si	5.442	13.695	1.412
Si	8.16	-0.043	1.453
Si	10.927	2.74	1.292
Si	8.076	5.421	1.301
Si	10.755	8.147	1.423
Si	8.226	10.896	1.351
Si	10.925	13.623	1.391
Si	13.642	0.096	1.371
Si	16.298	2.793	1.365
Si	13.647	5.503	1.39
Si	16.383	8.262	1.526
Si	13.575	10.849	1.314
Si	16.369	13.591	1.335
Si	1.361	1.384	2.663
Si	4.023	4.022	2.754
Si	1.401	6.854	2.816
Si	4.095	9.574	2.649
Si	1.386	12.251	2.731
Si	4.09	15.008	2.806
Si	6.821	1.404	2.739
Si	9.522	4.096	2.634
Si	6.8	6.797	2.747
Si	9.484	9.536	2.809
Si	6.812	12.254	2.676
Si	9.513	14.912	2.772
Si	12.253	1.413	2.747
Si	14.973	4.132	2.784
Si	12.21	6.814	2.71
Si	14.909	9.554	2.779
Si	12.296	12.258	2.724
Si	14.998	14.991	2.664
Si	16.345	0.013	4.041
Si	2.692	2.685	4.112
Si	16.348	5.473	4.126
Si	2.782	8.218	4.097
Si	16.328	10.912	4.09
Si	2.723	13.613	4.116
Si	5.464	0.04	4.115
Si	8.193	2.755	4.066
Si	5.416	5.429	4.074
Si	8.136	8.153	4.139
Si	5.445	10.906	4.047
Si	8.153	13.574	4.104
Si	10.892	0.001	4.071
Si	13.601	2.759	4.121
Si	10.857	5.443	4.056
Si	13.57	8.16	4.101
Si	10.908	10.901	4.092
Si	13.646	13.635	4.066
Si	1.46	14.98	10.834
Si	4.093	1.354	10.899
Si	1.313	4.048	10.876
Si	4.071	6.759	10.884
Si	1.342	9.483	10.913
Si	4.077	12.258	10.902
Si	6.788	14.973	10.889
Si	9.567	1.354	10.881
Si	6.794	4.087	10.938
Si	9.475	6.81	10.87
Si	6.846	9.553	10.9
Si	9.559	12.286	10.897
Si	12.227	14.98	10.91
Si	14.918	1.327	10.853
Si	12.29	4.074	10.905
Si	14.997	6.818	10.91
Si	12.232	9.532	10.895
Si	14.978	12.187	10.751
Si	2.784	-0.019	12.295
Si	5.411	2.728	12.287
Si	2.661	5.404	12.233
Si	5.484	8.127	12.184
Si	2.715	10.857	12.228
Si	5.408	13.64	12.278
Si	8.188	-0.009	12.21
Si	10.955	2.683	12.257
Si	8.16	5.466	12.287
Si	10.797	8.18	12.218
Si	8.218	10.943	12.268
Si	10.878	13.647	12.313
Si	13.586	-0.006	12.27
Si	16.269	2.65	12.204
Si	13.66	5.448	12.263
Si	16.326	8.152	12.347
Si	13.648	10.902	12.194
Si	16.433	13.496	11.995
Si	1.3	1.304	13.562
Si	3.97	4.033	13.635
Si	1.348	6.734	13.689
Si	4.119	9.488	13.499
Si	1.33	12.22	13.533
Si	4.128	14.987	13.762
Si	6.861	1.386	13.553
Si	9.606	4.117	13.551
Si	6.783	6.806	13.666
Si	9.536	9.574	13.68
Si	6.816	12.306	13.587
Si	9.475	14.991	13.683
Si	12.241	1.311	13.749
Si	14.974	3.993	13.626
Si	12.199	6.832	13.502
Si	14.952	9.579	13.657
Si	12.317	12.273	13.57
Si	15.094	14.843	13.268
Si	16.578	-0.445	14.704
Si	2.402	2.804	14.96
Si	16.564	5.05	14.972
Si	2.99	7.965	14.856
Si	16.089	11.197	14.966
Si	2.464	13.72	14.915
Si	5.803	-0.119	14.978
Si	8.392	2.627	14.836
Si	5.082	5.673	14.88
Si	7.883	8.469	14.962
Si	5.662	10.679	14.788
Si	7.888	13.847	15.019
Si	10.504	0.298	15.026
Si	13.386	2.933	15.03
Si	11.193	5.229	14.88
Si	13.268	8.418	14.816
Si	11.199	10.738	14.924
Si	13.958	13.47	14.738
Si	16.968	12.532	21.035
Si	8.305	7.164	17.791
Si	6.877	4.407	17.018
Si	12.52	13.11	23.653
Si	7.506	-0.228	19.072
Si	8.901	9.214	24.198
Si	4.373	13.037	27.843
Si	5.222	13.552	22.723
Si	11.521	1.18	19.746
Si	12.299	9.63	26.647
Si	10.858	5.913	17.882
Si	18.067	5.117	20.033
Si	7.032	9.102	19.91
Si	16.387	7.142	26.375
Si	7.601	14.795	23.947
Si	10.266	-0.915	17.866
Si	6.468	5.584	23.99
Si	15.174	7.034	16.767
Si	7.125	2.898	19.535
Si	3.714	2.066	22.735
Si	15.762	14.249	19.105
Si	17.357	9.18	16.839
Si	5.121	-1.318	31.885
Si	11.552	10.527	31.571
Si	6.362	3.006	22.403
Si	16.565	13.146	29.361
Si	17.069	11.56	26.633
Si	13.914	1.778	17.974
Si	8.99	8.794	31.403
Si	17.014	6.296	34.46
Si	2.156	8.193	19.463
Si	9.064	-0.986	26.376
Si	11.923	-0.438	25.06
Si	3.996	1.075	17.127
Si	3.038	2.368	19.647
Si	12.701	9.165	23.585
Si	3.015	14.462	21.061
Si	16.835	7.985	32.089
Si	4.629	14.869	18.371
Si	10.075	6.061	30.297
Si	6.646	4.381	26.772
Si	14.587	3.741	31.424
Si	6.56	13.416	29.723
Si	10.763	11.086	22.484
Si	9.777	12.515	17.175
Si	4.111	12.246	17.07
Si	13.988	0.541	27.28
Si	13.645	6.336	19.148
Si	6.164	8.43	22.86
Si	12.943	5.56	29.825
Si	8.639	1.883	26.496
Si	13.423	6.718	22.16
Si	16.805	1.619	26.578
Si	17.079	5.108	31.814
Si	17.691	9.749	22.035
Si	12.828	2.63	29.309
Si	14.553	14.115	21.751
Si	15.167	3.802	19.8
Si	7.237	0.055	33.638
Si	11.406	4.526	22.532
Si	18.247	0.023	24.364
Si	9.886	1.666	29.252
Si	8.651	8.694	34.58
Si	18.48	8.788	27.326
Si	8.652	1.371	23.576
Si	11.762	13.32	30.237
Si	9.989	3.792	19.865
Si	4.477	9.945	28.497
Si	17.356	0.247	20.169
Si	3.531	5.503	30.705
Si	15.446	8.265	23.603
Si	11.465	1.403	22.651
Si	3.292	14.126	34.322
Si	4.087	10.694	22.477
Si	9.26	-1.474	29.313
Si	8.974	6.323	27.435
Si	4.062	1.492	31.025
Si	8.874	3.478	31.457
Si	17.353	11.951	34.445
Si	9.559	6.219	24.496
Si	15.65	0.345	22.653
Si	12.644	0.245	33.97
Si	16.405	4.45	25.152
Si	14.55	15.4	16.804
Si	14.128	3.011	34.476
Si	9.959	1.301	33.499
Si	9.119	11.429	19.969
Si	14.063	12.031	26.053
Si	18.959	8.518	30.201
Si	13.547	14.007	32.722
Si	7.353	10.387	29.364
Si	15.826	12.109	31.908
Si	13.915	14.055	28.288
Si	18.722	1.469	28.767
Si	14.363	9.529	31.15
Si	11.881	11.881	34.336
Si	4.408	3.432	28.826
Si	5.212	2.287	33.646
Si	6.12	4.82	32.388
Si	2.452	13.818	25.809
Si	18.166	4.288	22.918
Si	18.55	-1.48	28.471
Si	14.275	7.965	28.402
Si	9.269	9.44	27.223
Si	4.323	10.216	19.361
Si	6.46	6.52	34.698
Si	7.718	13.945	21.215
Si	15.466	3.15	22.802
Si	1.352	14.988	5.442
Si	4.08	1.361	5.473
Si	1.36	4.082	5.46
Si	4.096	6.814	5.454
Si	1.367	9.541	5.439
Si	4.102	12.251	5.443
Si	6.82	14.98	5.443
Si	9.531	1.369	5.428
Si	6.81	4.095	5.435
Si	9.528	6.802	5.462
Si	6.772	9.535	5.454
Si	9.529	12.239	5.453
Si	12.263	14.982	5.428
Si	14.983	1.367	5.426
Si	12.215	4.103	5.453
Si	14.949	6.807	5.451
Si	12.241	9.532	5.465
Si	14.987	12.275	5.451
Si	2.718	-0.006	6.815
Si	5.454	2.729	6.808
Si	2.732	5.441	6.809
Si	5.431	8.172	6.83
Si	2.74	10.888	6.804
Si	5.47	13.614	6.796
Si	8.176	0.012	6.802
Si	10.871	2.726	6.81
Si	8.163	5.446	6.821
Si	10.89	8.165	6.826
Si	8.163	10.882	6.808
Si	10.886	13.622	6.788
Si	13.627	0.004	6.792
Si	16.332	2.723	6.807
Si	13.585	5.454	6.813
Si	16.337	8.154	6.785
Si	13.619	10.898	6.8
Si	16.339	13.621	6.818
Si	1.353	1.36	8.17
Si	4.087	4.072	8.175
Si	1.359	6.797	8.16
Si	4.075	9.529	8.201
Si	1.379	12.243	8.156
Si	4.114	14.974	8.143
Si	6.819	1.373	8.175
Si	9.518	4.082	8.192
Si	6.795	6.808	8.175
Si	9.529	9.535	8.171
Si	6.815	12.251	8.173
Si	9.527	14.978	8.16
Si	12.251	1.361	8.145
Si	14.962	4.09	8.153
Si	12.242	6.801	8.2
Si	14.967	9.496	8.138
Si	12.245	12.264	8.149
Si	14.974	14.977	8.171
Si	16.344	-0.013	9.534
Si	2.716	2.708	9.537
Si	16.324	5.445	9.521
Si	2.713	8.142	9.544
Si	16.356	10.821	9.47
Si	2.772	13.605	9.484
Si	5.452	0.008	9.521
Si	8.167	2.726	9.568
Si	5.449	5.425	9.535
Si	8.156	8.183	9.512
Si	5.455	10.899	9.551
Si	8.168	13.619	9.535
Si	10.9	-0.006	9.509
Si	13.606	2.725	9.5
Si	10.884	5.433	9.565
Si	13.609	8.165	9.549
Si	10.897	10.909	9.525
Si	13.592	13.623	9.517
O	17.702	14.868	15.323
O	16.287	8.097	16.326
O	4.056	6.844	15.405
O	18.061	8.49	28.861
O	3.626	-0.46	17.558
O	16.181	0.714	21.168
O	15.56	11.414	26.066
O	2.844	12.857	16.263
O	8.49	13.061	16.334
O	9.439	1.494	15.383
O	2.435	8.82	16.141
O	16.17	3.97	31.108
O	5.008	11.34	16.11
O	8.442	7.979	16.406
O	12.234	9.552	15.427
O	14.979	12.34	15.385
O	7.771	14.476	29.797
O	15.214	4.159	24.058
O	8.851	9.787	25.705
O	18.168	5.731	35.43
O	14.926	6.987	22.73
O	15.904	13.252	22.035
O	8.935	14.319	36.054
O	16.909	12.456	30.766
O	9.575	10.293	23.22
O	12.12	0.94	21.239
O	12.446	13.677	28.818
O	11.639	6.143	35.976
O	16.716	6.591	31.243
O	6.211	11.652	36.005
O	15.744	6.741	35.341
O	17.254	1.699	28.144
O	5.491	13.802	30.88
O	13.448	1.858	28.04
O	17.086	3.11	22.591
O	13.635	-0.777	33.194
O	19.721	8.875	36.052
O	16.698	5.117	33.396
O	17.118	0.755	36.006
O	5.576	4.891	16.215
O	4.832	1.847	35.14
O	6.839	15.036	15.501
O	13.484	14.6	15.861
O	8.407	12.826	20.319
O	8.248	10.104	20.264
O	10.037	8.103	35.177
O	4.048	1.927	32.579
O	4.192	11.46	28.053
O	15.507	2.707	35.253
O	10.875	-0.284	16.505
O	7.698	5.708	17.476
O	6.159	2.918	20.812
O	9.702	5.765	28.753
O	5.799	6.985	23.512
O	10.588	4.593	21.137
O	10.864	9.635	27.373
O	5.908	10.012	19.181
O	12.885	13.051	33.852
O	18.947	-0.984	35.148
O	17.506	8.98	18.434
O	16.094	5.557	26.272
O	15.734	5.592	16.286
O	7.83	2.544	22.85
O	12.673	10.769	35.203
O	4.658	-0.021	31.009
O	6.194	13.442	21.428
O	10.592	4.454	18.524
O	6.749	9.588	15.33
O	13.515	12.19	24.545
O	10.427	-0.496	25.661
O	12.261	-0.5	35.36
O	2.032	6.569	19.356
O	8.758	3.481	36.154
O	16.732	3.087	25.93
O	14.958	1.68	23.238
O	4.99	5.226	31.325
O	2.117	-0.543	21.056
O	7.815	-0.951	20.49
O	2.557	10.403	22.896
O	8.723	8.809	32.987
O	17.388	7.611	33.575
O	5.345	0.861	16.233
O	8.546	10.429	28.27
O	13.978	4.77	19.306
O	2.764	3.966	19.525
O	7.543	5.591	27.348
O	6.521	8.378	21.274
O	12.304	4.119	15.338
O	6.479	-1.029	32.725
O	4.1	10.774	20.861
O	3.406	2.466	28
O	14.416	3.42	32.968
O	18.004	10.695	35.213
O	6.027	-0.709	18.635
O	16.622	11.412	33.117
O	13.231	13.343	22.219
O	17.673	3.947	15.504
O	8.384	3.857	19.872
O	7.054	11.882	29.906
O	14.585	-0.85	22.599
O	2.974	0.896	23.536
O	13.202	8.49	27.324
O	9.53	2.624	32.669
O	16.2	12.643	35.331
O	8.849	2.541	30.136
O	15.69	7.762	27.678
O	9.418	11.508	18.389
O	5.561	3.98	27.876
O	10.697	12.527	35.225
O	7.791	3.426	16.121
O	10.704	11.626	16.199
O	11.742	11.724	30.496
O	13.325	4.205	35.22
O	18.015	14.618	26.974
O	8.81	0.177	33.303
O	17.916	0.784	25.755
O	11.66	2.985	22.913
O	19.704	3.657	36.161
O	6.129	4.534	22.827
O	3.929	-1.706	32.92
O	11.255	11.149	33.037
O	4.021	14.535	22.31
O	13.046	11.049	26.84
O	3.517	1.971	21.134
O	4.947	2.524	30.094
O	9.895	1.006	22.625
O	7.495	7.685	35.044
O	11.033	-0.228	19.119
O	8.062	5.77	24.118
O	14.849	3.519	21.366
O	12.909	0.02	26.226
O	7.742	9.449	30.62
O	8.264	14.385	25.356
O	16.803	10.621	16.342
O	8.235	10.109	35.24
O	7.389	4.064	31.733
O	5.961	4.95	25.406
O	6.069	14.254	23.914
O	16.753	-0.806	19.116
O	4.466	13.454	35.207
O	18.151	8.64	20.965
O	12.602	14.012	31.418
O	12.309	6.461	18.278
O	13.904	2.438	16.499
O	12.544	1.979	18.793
O	14.874	7.033	18.352
O	2.495	14.858	24.584
O	7.077	-0.328	35.201
O	5.862	13.505	28.25
O	4.973	13.526	17.548
O	6.064	9.732	28.626
O	10.214	1.702	35.047
O	13.809	6.513	28.888
O	18.002	1.516	19.412
O	9.696	7.798	24.151
O	3.222	3.542	23.193
O	18.669	4.881	31.612
O	12.427	7.69	22.981
O	12.076	9.325	25.067
O	17.667	5.01	24.276
O	6.577	1.494	33.301
O	11.416	1.946	29.709
O	12.823	9.517	31.64
O	11.654	6.383	30.335
O	14.292	9.39	23.636
O	15.092	2.467	18.869
O	16.929	10.948	21.267
O	9.553	0.105	29.512
O	8.376	14.104	22.693
O	9.835	4.744	31.19
O	6.529	6.202	33.122
O	11.092	12.427	23.33
O	16.58	4.583	19.671
O	17.057	12.235	28.113
O	17.75	10.109	26.75
O	9.721	2.109	27.689
O	9.815	5.995	26.086
O	15.367	8.668	32.091
O	14.318	8.877	36.05
O	10.654	5.853	16.281
O	9.226	1.958	24.983
O	13.815	7.476	16.032
O	14.784	11.077	31.248
O	13.918	2.571	30.52
O	8.667	-0.645	18.017
O	4.654	12.081	23.099
O	6.911	5.193	35.472
O	7.531	1.372	19.215
O	3.648	8.75	19.154
O	9.771	6.969	18.437
O	12.272	14.447	24.485
O	12.562	4.205	29.003
O	14.197	-0.691	28.31
O	5.286	2.01	23.08
O	15.71	7.806	25.097
O	4.114	1.905	18.522
O	8.152	0.337	26.701
O	17.266	14.611	29.403
O	18.485	13.023	34.034
O	12.102	10.202	22.527
O	2.878	-0.038	28.523
O	11.355	0.601	33.048
O	5.477	3.864	33.518
O	14.447	8.998	29.627
O	3.31	7.081	30.493
O	15.627	-0.056	15.971
O	6.369	3.567	18.287
O	12.117	0.627	23.882
O	14.972	13.341	29.269
O	9.387	14.539	27.727
O	15.209	14.17	17.616
O	13.81	5.126	31.115
O	7.399	9.014	23.694
O	14.541	14.441	20.165
O	13.983	0.16	17.837
O	15.363	0.904	26.522
O	18.896	1.637	30.383
O	10.59	5.306	23.679
O	4.934	9.447	23.042
O	3.863	14.393	19.7
O	7.704	0.073	23.783
O	18.23	5.288	21.649
O	10.414	11.352	20.934
O	3.955	13.444	26.324
O	14.332	14.327	36.143
O	17.967	7.523	26.451
O	13.456	7.05	20.579
O	7.425	7.946	18.873
O	2.111	13.135	21.263
O	3.765	8.998	27.368
O	14.088	13.471	26.789
O	3.538	4.712	29.301
O	5.008	7.009	35.205
O	16.864	-0.138	23.573
O	17.935	12.458	25.583
O	12.856	5.229	22.376
O	3.703	11.303	18.327
O	16.532	12.887	19.511
O	9.215	7.282	30.889
O	10.299	2.214	19.919
O	10.297	9.665	31.076
O	15.025	13.435	32.391
O	10.276	13.947	30.167
O	3.791	9.614	29.94
O	10.523	13.817	17.802
O	13.315	1.628	34.428
O	17.963	8.924	31.406
O	8.809	7.925	27.57
O	3.337	13.768	28.845
O	7.499	3.021	26.54
O	2.934	1.894	16.221
O	16.76	8.951	23.047

Results
total energy: -145139.742 eV
total energy less fixed offsets of O -438.35, Si -107.03 eV per atom: 2.178 eV

Forces (eV/angstrom) on atoms 46 to 392 of the 576, counted in the order above; the others are left out for length: element, x, y, z
Si	-0.01	-0.005	0.03
Si	0.01	-0.003	-0.003
Si	0.011	-0.001	0.008
Si	0.017	0.015	0.019
Si	-0.001	-0.008	0.024
Si	0.01	0.012	0.008
Si	-0.005	0.014	0.024
Si	0.001	-0.008	0.007
Si	-0.021	-0.01	0.004
Si	0.007	0.009	-0.013
Si	0.005	0.002	0.023
Si	-0.006	-0.025	-0.002
Si	0.008	-0.001	0.006
Si	0.008	-0.018	-0.006
Si	0.01	0.004	-0.008
Si	-0.01	-0.003	0.002
Si	0.006	0.007	0.007
Si	-0.012	0	-0.002
Si	-0.002	0.013	-0.003
Si	-0.001	-0.01	-0.007
Si	0.004	0.012	0
Si	-0.003	0.005	-0.004
Si	-0.014	0.007	-0.007
Si	-0.02	0.001	-0.002
Si	0.008	0.006	0.003
Si	0.005	-0.017	0
Si	0.012	-0.006	-0.008
Si	-0.022	0.009	-0.01
Si	-0.01	0.006	0.01
Si	-0.018	0.011	-0.004
Si	0.001	0.006	0.008
Si	-0.035	-0.019	0.003
Si	-0.004	0.021	0
Si	0.005	0.006	0.002
Si	0.01	-0.011	-0.003
Si	0.013	0.001	-0.012
Si	-0.008	0.005	-0.015
Si	-0.001	-0.007	0.002
Si	-0.003	0.004	-0.004
Si	0.013	-0.007	-0.006
Si	-0.007	-0.002	-0.021
Si	-0.009	-0.008	0.007
Si	0.011	0.005	0
Si	-0.008	-0.005	0.009
Si	0.008	-0.005	-0.019
Si	0.004	-0.021	-0.014
Si	-0.01	-0.002	-0.006
Si	0.014	0.018	-0.023
Si	0.008	-0.016	-0.033
Si	0.019	0.004	-0.015
Si	-0.014	0.007	-0.021
Si	0.007	-0.006	-0.029
Si	0.009	-0.015	-0.026
Si	-0.003	0.012	-0.002
Si	-0.003	0.032	-0.008
Si	0.001	-0.02	-0.015
Si	-0.019	-0.014	-0.011
Si	0.004	0.026	-0.008
Si	0.012	-0.005	-0.016
Si	0.006	-0.002	-0.012
Si	-0.001	-0.005	-0.003
Si	0.016	0.007	-0.026
Si	0.01	-0.011	-0.053
Si	-0.008	-0.002	0.054
Si	-0.029	-0.017	0.062
Si	-0.033	0.004	0.075
Si	0.01	-0.004	0.063
Si	-0.002	0.014	0.058
Si	0.009	-0.007	0.062
Si	0.031	0.025	0.027
Si	0.005	-0.017	0.051
Si	-0.025	0.022	0.054
Si	0.008	0.003	0.03
Si	-0.004	-0.005	0.052
Si	-0.009	0.024	0.06
Si	0	-0.009	0.074
Si	-0.015	-0.006	0.042
Si	0.004	-0.012	0.02
Si	0.013	-0.03	0.069
Si	-0.004	0.002	0.048
Si	0.015	-0.019	0.027
Si	-0.045	0.212	-0.713
Si	0.211	-0.05	-0.629
Si	-0.062	0.214	-0.628
Si	-0.231	0.07	-0.654
Si	0.117	-0.202	-0.599
Si	0.308	-0.053	-0.605
Si	-0.248	0.021	-0.568
Si	-0.165	0.091	-0.642
Si	0.221	-0.072	-0.705
Si	0.185	-0.265	-0.607
Si	-0.146	0.146	-0.717
Si	0.132	-0.122	-0.624
Si	0.226	-0.22	-0.639
Si	0.222	-0.269	-0.613
Si	-0.171	0.162	-0.64
Si	0.18	-0.005	-0.589
Si	-0.193	0.027	-0.601
Si	-0.201	0.007	-0.61
Si	-0.083	0.066	0.079
Si	-0.1	0.031	0.006
Si	0.063	0.044	0.006
Si	0.001	-0.003	0.05
Si	0.007	-0.087	0.049
Si	0.083	-0.122	0.036
Si	0.062	0.044	-0.112
Si	0.162	-0.05	0.003
Si	0.077	-0.048	-0.004
Si	0.072	0.062	-0.144
Si	0.032	-0.077	0.03
Si	0.001	-0.002	0.129
Si	-0.012	0.057	0.134
Si	0.104	-0.077	-0.029
Si	0.005	0.03	-0.007
Si	-0.08	0.103	0.068
Si	0.045	0.079	0.152
Si	0.012	-0.06	0.092
Si	0.121	-0.062	0.05
Si	-0.116	0.003	0.075
Si	-0.004	-0.007	0.225
Si	0.048	0.072	0.11
Si	-0.024	0.057	-0.036
Si	0.059	0.075	0.03
Si	0.107	-0.056	0.094
Si	-0.001	-0.017	-0.24
Si	-0.059	0.089	0.048
Si	0.075	0.001	-0.029
Si	0.043	-0.018	0.004
Si	0.036	-0.016	-0.103
Si	-0.035	-0.112	0.005
Si	0.01	0.102	0.051
Si	-0.112	-0.051	0.01
Si	-0.01	-0.035	0.014
Si	-0.059	0.079	0.056
Si	0.042	-0.06	0.129
Si	-0.127	0.021	-0.07
Si	-0.029	-0.033	-0.052
Si	-0.043	0.071	0.146
Si	-0.049	0.072	-0.049
Si	0.088	-0.027	-0.16
Si	-0.05	-0.022	-0.21
Si	0.06	-0.002	-0.108
Si	-0.068	-0.008	0.055
Si	-0.052	0.137	0.007
Si	-0.072	0.01	0.106
Si	0.061	0.04	0.047
Si	0.05	-0.004	0.164
Si	0.086	-0.092	-0.041
Si	-0.092	-0.111	-0.023
Si	-0.035	-0.007	0.024
Si	0.028	0.066	0.133
Si	-0.039	0.035	-0.03
Si	0.043	0.006	-0.062
Si	0.035	0.085	-0.031
Si	0.006	0.025	-0.026
Si	0.063	-0.06	-0.024
Si	0.146	-0.026	0.076
Si	-0.048	0.03	-0.001
Si	-0.045	0.009	-0.025
Si	-0.01	0.084	0.125
Si	0.028	-0.004	-0.171
Si	0.083	0.004	-0.156
Si	0.089	0.014	-0.051
Si	-0.016	-0.118	0.115
Si	0.006	-0.03	-0.039
Si	0.087	-0.007	0.094
Si	-0.012	-0.051	-0.002
Si	0.073	-0.018	0.058
Si	-0.075	0.109	0.001
Si	-0.118	-0.119	-0.117
Si	-0.094	-0.01	-0.059
Si	0.015	0.022	-0.01
Si	0.088	0.025	-0.039
Si	0.06	0.064	-0.103
Si	0.05	0.055	-0.093
Si	0.016	0.003	-0.093
Si	-0.067	-0.034	-0.009
Si	0.047	0.075	0.03
Si	-0.056	0.097	-0.01
Si	0.049	0.021	-0.015
Si	-0.034	-0.014	-0.171
Si	-0.027	-0.044	-0.054
Si	-0.077	0.035	-0.041
Si	-0.055	0.04	-0.012
Si	-0.042	0.098	0
Si	-0.043	-0.033	0.098
Si	0.015	0.007	0.047
Si	0.037	-0.04	-0.029
Si	-0.044	-0.098	-0.051
Si	-0.054	0.049	-0.042
Si	-0.058	0.027	0.022
Si	0.013	0.037	-0.096
Si	-0.186	0.099	-0.006
Si	0.064	-0.094	-0.04
Si	0.04	0.009	-0.073
Si	0.054	-0.065	0.043
Si	-0.017	-0.036	-0.028
Si	0.07	-0.019	-0.073
Si	0.009	-0.004	-0.009
Si	-0.088	-0.015	-0.016
Si	0.01	0.017	0.011
Si	-0.112	0.07	0.043
Si	0.002	-0.091	-0.111
Si	0.003	-0.023	0.036
Si	-0.036	0.007	-0.14
Si	-0.04	0.049	0.108
Si	0.052	0.131	0.086
Si	-0.007	0.003	0.006
Si	0.006	0	0.02
Si	0.005	0.007	0.022
Si	-0.01	0.002	0.012
Si	-0.01	0.004	0.008
Si	-0.003	-0.005	0.02
Si	-0.002	-0.008	0.011
Si	-0.001	0.005	0.009
Si	-0.002	-0.002	0.012
Si	0.005	-0.002	0.012
Si	-0.014	-0.007	0.014
Si	-0.005	-0.012	0.012
Si	-0.003	-0.009	0.006
Si	-0.002	0.001	0.004
Si	0	0.014	0.012
Si	0	-0.004	0.014
Si	0.001	-0.001	0.016
Si	-0.001	0.005	0.004
Si	0.005	-0.011	0.011
Si	-0.007	0	0.008
Si	0.002	0.004	0.008
Si	-0.005	-0.001	0.006
Si	0.002	-0.001	0.013
Si	0.005	0.016	0.002
Si	0.001	-0.007	0.005
Si	-0.004	-0.007	0.011
Si	-0.003	0.011	0.013
Si	0.007	0.008	0.012
Si	0.005	-0.009	0.005
Si	0.003	0.003	0.006
Si	0.006	0.003	0.005
Si	0.005	0.011	0.006
Si	0	-0.004	0.011
Si	-0.006	-0.009	0.002
Si	0.012	-0.004	0.005
Si	-0.007	0.001	0.004
Si	-0.004	-0.001	-0.005
Si	0.015	0.013	-0.007
Si	-0.01	-0.013	-0.007
Si	-0.005	-0.01	-0.006
Si	-0.006	0.007	-0.005
Si	-0.01	-0.004	-0.009
Si	-0.004	-0.002	-0.01
Si	0.003	-0.005	-0.007
Si	0.002	0.021	-0.005
Si	-0.003	-0.009	-0.005
Si	-0.005	0.002	-0.007
Si	0.003	0.004	-0.008
Si	0	0.002	-0.014
Si	-0.011	0.002	-0.013
Si	-0.001	0.004	-0.005
Si	0.012	0.007	-0.008
Si	0.004	-0.006	-0.007
Si	0.008	0.002	-0.009
Si	-0.005	-0.007	0.002
Si	0	-0.001	-0.011
Si	-0.001	0.001	-0.014
Si	0.001	0.006	-0.01
Si	0.009	-0.004	-0.017
Si	0.001	0	-0.013
Si	-0.003	-0.019	-0.006
Si	-0.006	0.001	-0.012
Si	-0.009	0.003	-0.007
Si	-0.002	-0.001	-0.015
Si	0.001	-0.013	-0.012
Si	0.001	0.007	-0.007
Si	0.007	0.013	-0.01
Si	-0.003	-0.001	-0.013
Si	0.001	0.009	-0.008
Si	0.012	0	-0.006
Si	-0.003	0.002	-0.014
Si	-0.002	0.001	-0.006
O	0.009	0.194	0.226
O	-0.095	0.099	-0.591
O	0.124	-0.058	0.296
O	-0.682	-0.168	0.177
O	-0.674	-0.211	0.117
O	-0.102	0.24	-0.286
O	0	-0.377	-0.278
O	-0.438	-0.023	0.232
O	-0.063	-0.212	-0.021
O	0.085	0.065	0.28
O	0.549	0.089	0.169
O	0.401	-0.22	-0.492
O	0.111	0.122	0.329
O	0.261	-0.012	-0.107
O	0.087	-0.123	0.38
O	-0.061	-0.026	0.223
O	-0.198	0.254	0.408
O	-0.658	0.2	0.149
O	-0.147	0.557	-0.064
O	0.114	0.017	-0.197
O	0.163	-0.228	-0.17
O	0.168	-0.103	0.643
O	0.014	0.155	-0.142
O	0.743	-0.337	0.098
O	-0.098	0.134	0.087
O	0.544	-0.095	-0.136
O	-0.477	-0.213	-0.392
O	0.068	-0.019	-0.228
O	-0.049	0.19	-0.349
O	-0.147	-0.222	-0.535
O	-0.25	-0.336	-0.362
O	-0.27	-0.043	0.331
O	-0.407	-0.426	0.109
O	0.077	0.269	0.016
O	0.322	-0.575	-0.441
O	0.435	0.113	-0.048
O	0.062	0.095	-0.228
O	-0.45	-0.364	0.146
O	-0.208	-0.163	-0.494
O	-0.263	-0.153	0.316
O	0.161	-0.58	0.015
O	-0.107	0.088	0.306
O	-0.369	0.274	0.317
O	-0.183	0.197	-0.289
O	0.167	-0.074	0.429
O	0.319	0.103	-0.505
O	-0.537	0.176	0.308
O	-0.459	0.119	-0.101
O	0.215	0.425	-0.3
O	0.462	-0.131	-0.01
O	0.012	-0.163	0.214
O	-0.63	0.141	-0.271
O	0.019	-0.561	-0.183
O	-0.596	-0.131	-0.164
O	-0.182	0.545	-0.218
O	-0.068	0.157	0.497
O	-0.011	0.156	-0.421
O	0.213	-0.056	0.455
O	0.286	0.047	-0.177
O	-0.479	0.255	0.138
O	-0.285	-0.381	0.552
O	0.026	-0.485	0.476
O	0.37	0.404	-0.193
O	0.11	-0.271	-0.104
O	-0.102	-0.028	-0.33
O	-0.238	-0.162	-0.312
O	0.159	-0.512	-0.498
O	-0.086	0.087	0.296
